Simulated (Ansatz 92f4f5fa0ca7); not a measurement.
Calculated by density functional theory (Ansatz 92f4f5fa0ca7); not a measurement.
Periodic cell of 227 atoms, Si136O81N10, from a study of silicon, its oxide and their interface. The atomic structure is a simulated model.
This geometry differs little from another in the collection (a relaxation step or a small displacement).

Settings
functional: r2SCAN
potential files: Ansatz PAW
basis: plane waves
wave-function cutoff: 800 eV
density cutoff ratio: 5
exchange-correlation grid ratio: 1
k mesh: 1 x 1 x 1, shifted by 0.5 0.5 0 of a step
self-consistency stop: 1e-10 eV per atom in the density residual
occupations: fixed
spin: none
net charge: 0

Cell vectors (angstrom)
a 10.88 0 0
b 0 10.88 0
c 0 0 32.9183

Atoms and the computed forces on them: element, x, y, z (angstrom), force x, y, z (eV/angstrom)
Si 0.3004 -0.4448 -0.1543 -0.0011 0.0034 0.0016
Si 2.986 2.2292 -0.2858 0.0027 0.0015 0.0076
Si -0.3835 5.5827 0.0412 -0.0006 -0.001 0.0022
Si 2.6224 8.2842 0.1685 -0.0002 -0.0017 -0.0026
Si 5.114 0.057 0.3109 -0.0026 0.0037 0.001
Si 7.9889 2.8079 -0.0712 -0.0029 -0.001 0.0049
Si 5.7785 5.0457 -0.2684 -0.0006 -0.0008 0.0073
Si 8.4304 7.925 -0.0504 -0.0044 0.001 0.0015
Si 1.3274 1.2798 1.1234 0.0008 -0.0011 -0.0027
Si 4.102 3.9428 1.007 0.0001 0.0001 -0.0001
Si 1.3348 6.678 1.2525 0.0008 -0.0007 0.0003
Si 3.9374 9.4957 1.6422 0.0019 0.0013 0.0004
Si 6.785 1.3284 1.2981 -0.0016 -0.0002 0.0005
Si 9.3997 4.0313 1.3563 0.0016 -0.0015 -0.0002
Si 6.7732 6.7257 1.136 -0.0017 -0.002 -0.001
Si 9.573 9.4554 1.2703 0.0004 0.0005 -0.0006
Si 0.0022 2.6575 2.5418 -0.0004 0.0008 0.0018
Si 2.5538 0.0436 2.7705 -0.0002 -0.0004 0.0027
Si 0.0197 8.0896 2.6573 -0.0003 0 0.0031
Si 2.7708 5.3079 2.4881 0.0015 -0.0019 0.0008
Si 5.3979 2.7088 2.5905 -0.0019 -0.0014 0.0006
Si 8.1871 -0.0439 2.5893 -0.0009 0.0009 0.0018
Si 5.4662 8.0593 2.6282 0 -0.0015 0.0019
Si 8.0703 5.4386 2.6596 -0.001 0.0001 0.0027
Si 1.3913 4.0112 3.8986 0.0001 0.0003 -0.0006
Si 4.0473 1.3734 3.9855 0.0016 0 -0.001
Si 1.2869 9.4829 4.0661 -0.0008 0.0004 0.0001
Si 4.0803 6.6991 3.9329 -0.0012 0.0006 0.0006
Si 6.7321 4.0628 3.986 -0.0007 -0.0004 -0.0002
Si 9.5282 1.3247 3.9525 0.0001 -0.0013 0.0005
Si 6.8295 9.4618 3.9469 0.0005 -0.0004 0.0006
Si 9.4963 6.7654 3.9834 -0.0003 -0.0015 0.0002
Si -0.0495 -0.0172 5.383 0 -0.0005 0.0006
Si 2.7152 2.7132 5.35 -0.0006 -0.0014 -0.0005
Si 0.0266 5.3973 5.2701 0.0003 -0.0005 0
Si 2.7466 8.119 5.303 0.0008 -0.0002 0.0012
Si 5.443 -0.0224 5.2718 -0.0008 0.0001 -0.0002
Si 8.1542 2.7123 5.2968 -0.0009 0 0.0009
Si 5.4181 5.4058 5.3645 0 -0.0007 0.0004
Si 8.1729 8.1448 5.3486 -0.0009 -0.0009 0
Si 1.3516 1.3504 6.6929 -0.0003 -0.0005 -0.0001
Si 4.0652 4.0642 6.7139 -0.0008 -0.0007 -0.0005
Si 1.3636 6.7794 6.6493 -0.0002 -0.0006 0.0004
Si 4.096 9.5192 6.656 0.001 0.0001 0.0008
Si 6.7926 1.3401 6.6491 -0.0005 -0.0008 0.0004
Si 9.5385 4.0723 6.6566 0 0.0001 0.0005
Si 6.8048 6.7845 6.6844 -0.0005 -0.0004 -0.0001
Si 9.5003 9.5051 6.7295 -0.0008 -0.0002 -0.0002
Si 0.0141 2.733 8.0398 0.0002 -0.0014 0.0001
Si 2.7139 -0.0104 8.0375 -0.0008 0.0004 0.0005
Si 0.0351 8.1581 8.0395 -0.0001 0 0.0006
Si 2.7148 5.4458 8.0264 0 0 0.0007
Si 5.4429 2.6969 8.036 -0.0003 0.0003 -0.0001
Si 8.157 0.0187 8.0353 -0.0005 -0.0004 0.0007
Si 5.4678 8.1815 8.0106 -0.0002 -0.0008 -0.0003
Si 8.2204 5.4704 8.0374 -0.0011 -0.0004 -0.0002
Si 1.3634 4.1129 9.4028 -0.0022 0.0001 -0.0002
Si 4.0444 1.3648 9.4066 0.0002 -0.002 -0.0001
Si 1.3578 9.527 9.4316 0.0009 -0.0007 0.0008
Si 4.0535 6.8598 9.3271 0.0007 0.0009 0.0009
Si 6.8433 4.0858 9.3338 0.0007 0.0002 0.0002
Si 9.5441 1.3632 9.3823 -0.0011 0 0.0004
Si 6.856 9.5067 9.3801 -0.0024 0.0005 0.0001
Si 9.5951 6.8337 9.4481 0.0004 -0.0013 -0.0004
Si -0.01 0.0185 10.8023 0.0003 0.0013 0.0002
Si 2.6802 2.7652 10.7902 -0.0011 -0.0004 -0.0001
Si 0.0972 5.4924 10.829 0 0.0012 0.0014
Si 2.7029 8.1452 10.7803 -0.0006 -0.0013 0.001
Si 5.4315 -0.0547 10.6565 0.0002 -0.0013 0.003
Si 8.2293 2.7623 10.7092 -0.0002 -0.0006 0.0022
Si 5.4757 5.5264 10.5799 -0.0019 -0.0009 -0.0009
Si 8.2899 8.2598 10.81 -0.0009 -0.0004 0.0009
Si 1.2745 1.4021 12.1843 -0.0012 -0.0029 -0.0024
Si 4.1048 4.2591 11.9482 0.0053 0.0028 -0.0004
Si 1.4193 6.8505 12.3023 0.0002 -0.0009 0.0001
Si 4.1252 9.4678 12.0565 0.0011 0.0012 -0.0008
Si 6.796 1.3489 11.889 -0.0022 0.0003 0.0003
Si 9.6107 4.1101 12.1136 -0.0017 -0.0008 -0.0028
Si 6.8626 6.8273 11.9437 -0.0023 -0.0008 0.0008
Si 9.5952 9.6273 12.3491 0.0017 0 0.0001
Si -0.0825 2.7927 13.6777 -0.0018 0.0001 0.0036
Si 2.8059 0.0144 13.3328 0.0007 -0.0012 0.0029
Si 0.136 8.2046 13.8199 -0.0001 -0.0009 0.001
Si 2.932 5.5273 13.5854 -0.0032 0.0015 -0.0024
Si 5.5214 2.8409 13.065 0.0012 -0.001 -0.0066
Si 8.0214 0.2319 13.5083 -0.0059 -0.0019 -0.0011
Si 5.5559 8.1263 13.3685 0.0039 0.0047 0.0033
Si 8.1996 5.5009 13.3309 0.0021 0.0017 0.0011
Si 1.8131 3.8325 14.7231 -0.0019 0.0062 -0.0014
Si 4.0496 1.6802 14.3695 0.0037 -0.0084 -0.0068
Si 1.716 9.6889 14.9908 0.0004 -0.0035 -0.0054
Si 4.8319 6.4293 14.8572 -0.004 -0.0033 -0.009
Si 6.8195 4.0594 14.571 0.002 -0.0027 -0.0053
Si 8.8375 1.9059 14.9903 0.0035 0.0028 -0.0029
Si 6.9121 9.457 14.7558 -0.0101 0.0054 -0.0118
Si 9.091 7.1019 14.809 0.0107 -0.0087 -0.0077
Si 0.3209 6.1408 18.867 -0.0024 0.0007 -0.0013
Si 5.4727 0.4021 16.8438 0.0039 -0.0114 -0.0034
Si 7.2485 2.7251 17.4765 0.0032 0.0019 -0.0104
Si 5.8863 8.2618 17.2011 0.0016 0.0034 -0.0044
Si 5.3283 3.6426 19.6842 -0.0007 -0.0009 -0.0053
Si 9.3235 4.1215 19.0683 0.0007 -0.0003 -0.0041
Si 2.6075 4.6293 19.5935 0.0009 -0.0018 -0.0039
Si 14.2706 -1.2824 17.6163 0.0015 -0.0011 -0.007
Si 10.7631 11.5976 16.7926 -0.0028 -0.0002 -0.0045
Si 0.0518 4.8873 21.298 0.0007 0.002 -0.0044
Si 0.4588 9.7748 29.8057 -0.001 0.0024 0.0071
Si 9.3337 6.4577 25.7161 0.0008 0.003 0.0044
Si 1.1049 3.5704 17.5144 -0.0003 0.001 -0.0054
Si 3.2465 1.6412 18.8589 0.0003 -0.0025 -0.0033
Si 1.0991 -0.4875 19.1557 0.0011 0.0018 -0.0044
Si -2.3475 9.0364 26.9038 0.0015 -0.0013 0.0056
Si 10.6974 10.1457 21.7962 0.0035 0.0005 -0.0031
Si 13.3851 0.7521 22.8089 0.0008 -0.0026 -0.0026
Si 10.9109 8.2556 24.0671 0.0005 0.002 0.0022
Si 8.6513 6.7214 17.7695 -0.0005 0.0014 -0.0049
Si 2.5752 -6.9376 22.6045 -0.0002 0.0022 -0.0038
Si 0.6348 5.5216 24.1344 -0.0002 0.0002 -0.0008
Si 5.0077 1.1361 21.3378 -0.0018 0.0008 -0.0024
Si 8.4944 1.6179 24.3653 -0.0001 0.0011 0.0007
Si 11.337 5.3292 30.201 0.001 -0.0013 0.0033
Si 1.5403 2.7224 29.7718 -0.0002 0.0017 0.0069
Si 5.6005 3.7049 22.5275 -0.0013 -0.0002 -0.0021
Si 7.4621 11.0617 28.8397 0.0029 -0.0016 0.0065
Si 10.671 10.8108 25.5944 0.0012 0.0008 0.004
Si 7.4392 4.1406 25.0725 0.0014 -0.0006 0.0015
Si -1.0959 1.259 30.5786 0.0017 -0.0015 0.0046
Si 6.5493 9.3083 31.0184 0.0003 -0.0045 0.0063
Si 17.6008 -0.6969 24.8632 0.0003 0.001 0.0012
Si 14.8201 0.2557 25.5976 -0.0006 0.003 0.0033
Si 7.6891 0.1683 22.1291 0.0009 0.0011 -0.0018
Si 1.7503 0.6704 27.5775 -0.0013 0 0.0078
Si 12.9584 7.4994 29.472 0.0013 -0.0018 0.0031
Si 10.3987 7.3133 28.4488 0.0022 -0.0003 0.0027
Si 15.4267 -3.7674 30.7414 0.0016 -0.0022 0.0034
Si 6.3016 12.6808 26.4257 -0.0002 -0.0003 0.0031
O 1.4943 -1.5424 -0.3779 0.0012 -0.0001 0.0032
N -0.1782 -0.1311 31.1022 0 -0.0021 -0.0045
O 4.1275 1.0688 -0.5308 -0.0031 -0.0044 -0.0022
O 2.4304 2.5486 31.1199 -0.0016 0.001 -0.0034
O 5.7271 -2.7601 30.3128 -0.0011 -0.0002 -0.0014
O -5.7562 -0.8058 25.2034 0.0018 -0.0006 -0.0007
O 1.1549 7.292 28.1262 -0.0021 -0.0003 -0.0024
O 2.1768 1.9496 28.4866 0.0013 -0.0019 -0.0035
O 6.6192 -0.2144 30.154 -0.001 0.0024 -0.0024
O 7.9732 -2.1794 31.4911 -0.0009 -0.0003 -0.0023
O 9.5119 6.7794 -0.505 0.0014 -0.001 0.0029
O 10.8466 4.7092 31.6067 -0.0007 -0.0008 -0.0006
O 6.9217 3.9172 -0.7075 0.0023 0.0033 -0.0026
O 5.1744 5.7041 31.2585 -0.0026 0.0009 -0.0042
O 6.6186 12.0957 27.9158 -0.0028 0.0028 -0.0044
O 9.8608 11.6299 24.4565 0.0003 0.0011 -0.002
O 1.4643 4.4499 16.1931 0.0024 0.0008 0.0051
O 2.906 2.6403 15.0491 -0.0043 -0.0051 -0.0019
O -1.6126 11.8234 16.2549 -0.0014 -0.0003 0.0017
O 0.7372 10.7721 15.7156 -0.002 0.0025 0.0034
O 5.1439 7.1447 16.2929 0.0014 0.0023 0.0028
O 5.1298 12.0649 15.48 0.0012 0.0143 0.0049
O 8.5757 2.8365 18.4315 0.0005 0.0005 0.0025
N 6.1276 -1.1371 16.3179 -0.004 0.002 0.0053
N 7.6597 13.9304 15.7715 -0.0027 -0.0042 0.0115
O 8.1391 8.4081 15.0969 0.0045 0.0031 0.008
O 8.9183 6.2773 16.2251 -0.0014 -0.0017 0.0055
O 10.1935 7.2443 18.1753 -0.0015 -0.0002 0.001
O 1.9602 5.9742 18.8407 0.0008 0.0007 0
O -0.1166 10.797 18.1741 0.0017 0 0.0048
O 6.6422 1.2263 17.5999 0.0002 0 0.0027
O 10.7998 6.263 20.4413 0 -0.0007 -0.0002
O 11.4159 2.1632 16.9932 -0.0007 0.0016 0.0004
O 6.2352 3.9228 21.023 0.0017 0.0009 0.0019
O 5.6517 5.0336 15.1782 0.004 -0.0005 0.0096
O 8.3854 5.4441 18.7552 -0.0013 0 0.0018
O 6.1266 3.6617 18.2551 -0.0013 0.0011 0.0022
O 4.6475 8.6998 18.1799 -0.0031 -0.002 0.0016
N 4.5311 2.095 19.9582 0.0004 0.0013 -0.0007
O 4.2078 4.8273 19.7128 0.0007 0.0014 0
O 10.5705 5.1259 22.8555 -0.0012 0 0.0013
N 10.8027 4.5259 18.315 -0.0007 -0.0011 0.0001
N 1.7617 4.4532 21.1477 0.0008 -0.0005 0.0012
O 18.181 7.6751 17.84 0.0037 -0.0021 0.0047
O 2.4161 2.3487 22.7038 0.0004 -0.0003 -0.0012
O 2.8774 -1.6672 16.085 0.0019 -0.002 0.0043
N 3.9539 0.3817 17.7517 -0.0005 0.0018 0.005
O 1.1343 7.0726 24.0309 0.0017 -0.0001 -0.0004
O 4.1319 4.3963 22.5994 0.0009 0 0.0009
O 9.5151 7.5713 24.5478 0.0006 0.0008 -0.0019
O 5.3207 2.1046 22.6213 0.001 -0.0006 0.0024
O 10.8831 13.1735 30.024 -0.0001 0.0001 -0.001
N 2.4715 3.2262 18.5174 0.001 -0.0004 0.0036
O 1.9988 0.8141 19.5228 -0.0013 0.0006 0.002
O -0.7372 -4.9724 29.2463 -0.004 0.0018 -0.0016
O 2.0961 -1.5776 18.52 -0.0022 -0.0005 0.0018
O 0.5343 -1.3751 24.9718 0.0024 -0.0007 -0.0001
N 7.2574 0.89 25.3213 0.0008 -0.0006 -0.0003
O -4.352 4.2548 23.727 0.0011 0.0006 -0.0003
O 7.9782 -5.2919 25.5421 -0.0021 -0.0013 -0.0003
O -1.2622 10.2054 26.646 0.0008 0.0021 -0.0015
O 13.9216 -0.0921 26.9262 0.0028 0.001 -0.0014
O 11.2815 9.6954 20.3847 -0.0021 -0.002 0.0027
O 15.6159 1.6135 26.0248 -0.0002 -0.0002 -0.0018
O 10.6241 16.3302 25.513 0.0007 0.0001 0.0016
O -1.1235 3.918 20.6426 0.0002 0.0001 0.0037
O 10.5761 8.7858 22.6132 -0.0006 -0.001 -0.0006
O 7.4612 -1.8894 25.6845 -0.0017 -0.0006 -0.0032
O -0.6484 -2.2404 29.3922 -0.0018 -0.0005 -0.0007
O 11.671 0.9857 26.2973 -0.0013 0.0003 -0.0036
O 8.0167 -9.2795 22.8214 0.0004 0.0003 -0.002
O 8.7092 3.1622 24.7809 0.0007 0.0003 0.0002
N 9.3108 7.4744 27.1336 -0.001 -0.0005 -0.0021
O 12.2444 6.5993 30.6259 0.0024 -0.0007 -0.0012
O 6.4258 0.3257 21.0952 0.002 -0.001 0.0002
O 14.4925 7.0111 29.4045 -0.0009 0.0003 -0.0025
O 6.6264 3.3897 26.2713 0.0013 0.0015 -0.0007
O 3.6224 -3.167 31.9285 -0.0002 0.0008 -0.0007
O 1.9135 -6.321 23.9711 0.001 0.0004 0.0019
O 1.0125 -10.6911 22.4548 0.0015 0.0005 0.0008
O 9.1549 10.6402 21.5437 -0.0014 0.0004 0.0005
O 7.1564 10.0265 23.2988 0 -0.0013 0.0002
O 7.7171 9.6017 28.1774 -0.0003 -0.0014 -0.0027
O 12.2917 4.2924 29.4111 0.0005 -0.0005 -0.0044
O 19.72 22.6356 29.3201 -0.0012 -0.0008 -0.0038
O 16.6359 9.7563 32.3275 0.0012 -0.0021 0.0007
O -2.0069 1.9569 31.7368 0.0007 -0.0018 -0.0021
O 13.8263 0.3798 24.3279 0 0 0.0005
O 12.7853 -1.8513 29.9766 0.0003 -0.0003 0.0043
O 11.6543 -0.1898 28.5212 0.0019 0.002 -0.004
O 3.7154 0.239 21.8048 0.0001 -0.0001 0.0005

Results
free energy: -137052.636 eV
free energy less fixed offsets of N -386.36, O -570.45, Si -639.56 eV per atom: -2.426 eV

The program warned: the cutoff lies below the one the program advises for these potential files; the forces do not sum to zero within the program's tolerance; empty levels may hold ghost states of the PAW files; the exchange-correlation potential is rough where the density is thin.
